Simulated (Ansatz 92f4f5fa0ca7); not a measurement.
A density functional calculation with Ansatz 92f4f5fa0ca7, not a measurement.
Periodic cell of 171 atoms, Si99O72, from a study of silicon, its oxide and their interface. The atomic structure is a simulated model.

Settings
functional: r2SCAN
potential files: Ansatz norm-conserving
basis: plane waves
wave-function cutoff: 1300 eV
density cutoff ratio: 4
exchange-correlation grid ratio: 1
k mesh: 2 x 2 x 1, shifted by 0.5 0.5 0.5 of a step
self-consistency stop: 5e-08 eV per atom in the density residual
occupations: Fermi-Dirac, 0.05 eV
spin: none
net charge: 0

Cell vectors (angstrom)
a, 11.5403, 0, 0
b, 0, 11.5403, 0
c, 2.538, 2.5713, 21.9687

Atoms: element, x, y, z (angstrom)
Si, 2.4165, 0.0898, -0.1558
Si, 2.747, 4.0944, 0.1177
Si, 2.6877, 8.4997, -0.1153
Si, 6.4886, 0.082, -0.5278
Si, 6.3494, 4.536, 0.1944
Si, 6.4375, 7.7447, 0.1638
Si, 10.2637, 0.2181, 0.1162
Si, 10.3127, 3.2866, -0.2819
Si, 10.2607, 8.6785, -0.0627
Si, 4.5335, 0.275, 1.0028
Si, 4.5132, 4.1038, 1.5725
Si, 4.4634, 8.1316, 1.3677
Si, 8.2264, 0.2584, 1.2001
Si, 8.4579, 3.9761, 1.1301
Si, 8.4442, 8.1873, 1.3456
Si, 12.199, 0.267, 1.3911
Si, 12.1723, 3.8736, 1.1292
Si, 12.223, 8.0383, 1.1302
Si, 4.545, 2.0654, 2.622
Si, 4.4728, 6.1562, 2.6826
Si, 4.504, 10.0425, 2.65
Si, 8.2921, 2.1496, 2.6025
Si, 8.4729, 6.0565, 2.4701
Si, 8.2904, 10.0116, 2.7237
Si, 12.2264, 2.1545, 2.6993
Si, 12.1703, 5.9826, 2.4096
Si, 12.2109, 9.8753, 2.6706
Si, 2.6338, 2.1272, 4.0079
Si, 2.489, 6.0919, 3.9413
Si, 2.5839, 9.9364, 4.0487
Si, 6.4149, 2.1735, 4.0147
Si, 6.4997, 6.1247, 3.9167
Si, 6.3831, 9.9159, 4.065
Si, 10.2589, 2.1457, 3.9793
Si, 10.3461, 6.0422, 3.9058
Si, 10.2716, 9.9707, 4.0332
Si, 2.6299, 0.2733, 5.4654
Si, 2.6162, 4.1318, 5.2476
Si, 2.4479, 7.9872, 5.3759
Si, 6.4096, 0.2697, 5.3988
Si, 6.4115, 4.1884, 5.2411
Si, 6.4422, 7.9678, 5.4073
Si, 10.2914, 0.3163, 5.4718
Si, 10.339, 4.1082, 5.2733
Si, 10.3018, 7.9744, 5.2761
Si, 4.5752, 0.2357, 6.8306
Si, 4.5028, 4.139, 6.6561
Si, 4.402, 7.9392, 6.6949
Si, 8.28, 0.2704, 6.771
Si, 8.3567, 4.1139, 6.5389
Si, 8.464, 7.9655, 6.7061
Si, 12.2634, 0.3284, 6.8341
Si, 12.2864, 4.137, 6.6486
Si, 12.0532, 8.0221, 6.8238
Si, 4.7463, 2.2557, 8.026
Si, 4.3454, 6.0145, 8.0738
Si, 4.4088, 9.7943, 8.1586
Si, 8.3251, 2.2911, 7.9779
Si, 8.3911, 5.9473, 7.9294
Si, 8.3503, 9.8741, 8.1248
Si, 12.427, 2.3248, 8.0997
Si, 12.1297, 5.9819, 8.0823
Si, 12.0301, 10.007, 8.2673
Si, 14.5158, 2.5573, 9.4184
Si, 13.9381, 6.4191, 9.5657
Si, 13.9579, 9.6178, 9.5748
Si, 6.557, 2.8681, 9.5415
Si, 6.4147, 5.9829, 9.1109
Si, 6.4034, 9.1238, 9.2279
Si, 10.3358, 2.2933, 9.103
Si, 10.2218, 5.3091, 9.3555
Si, 10.0713, 10.7362, 9.6009
Si, 8.0064, -0.6573, 16.7582
Si, 4.5753, 6.0853, 13.8866
Si, 9.7761, 3.8414, 16.3596
Si, 11.9587, 10.0286, 19.1825
Si, 7.3665, 7.4966, 13.476
Si, 12.3578, 4.9473, 16.8383
Si, 5.2463, 3.2244, 18.8749
Si, 7.7181, 1.8964, 15.108
Si, 10.0913, 6.7411, 12.2027
Si, 10.7939, 6.2139, 14.9194
Si, 2.9006, 9.1077, 18.1135
Si, 9.3465, 0.0343, 19.4576
Si, 4.9916, 13.3374, 16.4775
Si, 14.5553, 4.5741, 11.6544
Si, 7.0563, 6.6769, 19.7857
Si, 5.2458, 8.886, 20.0936
Si, 12.443, 7.174, 18.8212
Si, 9.2893, 8.832, 15.1224
Si, 6.0981, 9.9746, 12.0255
Si, 14.6338, 1.8349, 12.2334
Si, 1.7869, 10.7338, 12.553
Si, 8.1219, 4.1543, 19.0114
Si, 10.4373, 9.7285, 12.4886
Si, 5.0425, 10.3076, 16.1098
Si, 3.8995, 9.0142, 13.5904
Si, 6.1894, 1.4935, 12.4576
Si, 15.4006, 4.3537, 16.4841
O, 11.4473, 8.478, 18.9398
O, 6.5077, 6.1381, 0.4421
O, 3.1213, 7.8471, -1.586
O, 2.6027, 5.6734, -0.3846
O, 4.5791, 9.3868, 12.1635
O, 1.7329, 10.2466, 18.2156
O, 6.5411, 4.4948, 9.9746
O, 2.2721, 12.2212, 13.0039
O, 7.5596, 5.6413, 18.6447
O, 9.6922, 10.1815, 11.1248
O, 9.6524, 5.3251, 15.6861
O, 9.0757, 3.7148, 17.7949
O, 10.8276, 11.1542, 18.8841
O, 12.4953, 10.1669, 20.7015
O, 8.4323, 6.9985, 20.5894
O, 8.8823, 10.414, 20.4842
O, 10.2744, 1.6691, -0.7727
O, 6.1403, 6.4774, 13.7285
O, 15.0142, 3.9574, 10.1941
O, 14.5438, 1.4491, 10.6473
O, 15.8509, 5.4137, 15.3435
O, 8.5165, 6.7693, 12.6088
O, 6.4568, 7.5315, 9.855
O, 16.1809, 1.9377, 12.7486
O, 10.203, 12.3821, 9.9408
O, 6.4655, 10.1735, 10.4835
O, 7.0318, 8.8596, 12.7004
O, 8.3637, 0.0929, 18.1523
O, 15.4841, 2.858, 15.8327
O, 4.9822, 9.5676, 14.6794
O, 15.7277, 5.1323, 12.6361
O, 6.4892, 13.8596, 16.0874
O, 2.4454, 9.7089, 13.6501
O, 11.8142, 5.8637, 18.0841
O, 6.505, 10.2252, 16.8105
O, 8.0706, 0.3588, 15.4912
O, 8.904, 4.0053, 20.4436
O, 10.8399, 8.1761, 12.2794
O, 3.9165, 9.5267, 16.949
O, 6.5921, 1.986, 10.958
O, 13.8963, 4.5538, 17.0326
O, 6.2714, -0.1067, 12.6902
O, 13.6424, 5.8022, 11.1167
O, 7.938, 7.9423, 14.9343
O, 13.9697, 8.0165, 9.9313
O, 6.334, 8.0344, 19.2111
O, 10.5293, 7.7881, 15.2488
O, 2.1622, 7.6673, 17.8796
O, 9.0624, 2.7803, 15.3569
O, 13.9046, 3.2951, 12.4527
O, 2.4876, -1.488, -0.5983
O, 9.3142, 1.4137, 20.3381
O, 3.7623, 8.9047, 19.4602
O, 4.8372, 13.3658, 18.1031
O, 10.3223, -1.2782, -0.7002
O, 4.6536, 11.8691, 15.9029
O, 11.3868, 3.6373, 16.6364
O, 10.222, 6.2176, 10.7107
O, 10.2407, 3.7383, 9.9758
O, 0.1875, 10.6642, 12.7362
O, 13.7492, 10.3755, 11.0325
O, 3.6771, 7.4329, 13.8233
O, 3.3948, 3.3439, -1.2432
O, 9.5305, 9.814, 13.8444
O, 4.577, 3.3815, 20.3416
O, 9.1078, 9.7139, 16.471
O, 7.2264, 2.1009, 13.5687
O, 4.8082, 4.4162, 17.8185
O, 6.8495, 3.1599, 19.083
O, 10.3744, 4.1848, -1.6565
O, 12.2675, 5.8442, 15.4823
O, 10.8093, 5.8321, 13.3423

Results
free energy: -45075.837 eV
free energy less fixed offsets of O -463.61, Si -117.95 eV per atom: -18.867 eV
pressure: -1.60 GPa
stress xx, yy, zz, yz, xz, xy (GPa, positive in tension): 0.66, 2.12, 2.03, -0.03, -0.03, 0.18

Forces (eV/angstrom), in the order of the atoms: element, x, y, z
Si, -0.1636, -0.246, -0.6887
Si, 0.2004, 0.2996, -0.5579
Si, 0.0574, 0.3442, -0.3307
Si, 0.0807, 0.3939, -0.5059
Si, -0.1165, 0.305, -0.2306
Si, -0.0427, -0.514, -0.181
Si, 0.1951, -0.0808, -0.6639
Si, -0.0433, -0.0629, -0.5744
Si, -0.0508, 0.1921, -0.5145
Si, -0.1023, -0.0285, -0.1915
Si, 0.1682, 0.0541, 0.0188
Si, 0.0461, -0.0948, -0.3368
Si, -0.1788, -0.102, -0.2267
Si, -0.1263, 0.0421, -0.1842
Si, -0.1019, -0.0802, -0.2999
Si, 0.0567, -0.0051, -0.3527
Si, 0.006, 0.0026, -0.0878
Si, 0.0676, 0.0825, -0.1992
Si, 0.0738, -0.0867, -0.0552
Si, -0.0709, 0.232, 0.3803
Si, -0.121, -0.0911, 0.0453
Si, 0.1261, 0.1498, 0.0665
Si, 0.0198, -0.0372, 0.2197
Si, -0.0123, -0.0434, 0.2602
Si, -0.0049, -0.0669, 0.1793
Si, 0.1211, 0.0798, -0.1854
Si, 0.0997, -0.1231, 0.1304
Si, -0.0932, 0.0213, 0.0575
Si, 0.0788, -0.0396, -0.1585
Si, -0.0745, 0.0063, -0.0641
Si, -0.0801, -0.0548, -0.008
Si, 0.015, -0.0596, -0.2741
Si, 0.0983, 0.0924, -0.0669
Si, -0.0275, 0.0459, -0.0091
Si, -0.1285, -0.112, -0.1136
Si, 0.0768, 0.0009, -0.0226
Si, -0.1448, -0.0296, 0.0021
Si, 0.0617, -0.0671, 0.0001
Si, 0.1635, -0.0765, 0.1213
Si, 0.1535, 0.0378, -0.0671
Si, -0.0113, -0.0126, 0.063
Si, -0.1022, 0.0635, 0.0915
Si, 0.0275, -0.0053, 0.0607
Si, -0.0888, 0.0692, -0.007
Si, -0.1411, -0.0303, -0.0933
Si, -0.0394, -0.0945, 0.1552
Si, -0.0345, 0.1884, -0.2618
Si, -0.1063, -0.1607, -0.1632
Si, -0.0846, -0.0586, -0.0966
Si, -0.0458, -0.0308, -0.4008
Si, 0.1434, 0.0786, -0.0648
Si, 0.061, 0.038, -0.0771
Si, 0.0041, -0.0394, -0.2991
Si, 0.1002, 0.176, 0.1492
Si, 0.1394, 0.1079, 0.2305
Si, -0.2811, 0.2368, 0.3704
Si, -0.1566, -0.1414, 0.1491
Si, -0.1571, 0.0861, 0.2815
Si, 0.2888, -0.0185, 0.2515
Si, 0.1295, 0.0102, -0.0498
Si, 0.2107, -0.0316, 0.3321
Si, -0.042, 0.0073, 0.2797
Si, 0.0143, 0.0193, 0.2335
Si, -0.1023, -0.428, 0.2297
Si, -0.1734, 0.2708, 0.1853
Si, -0.0453, -0.0573, 0.5465
Si, 0.1999, -0.0488, 0.576
Si, 0.0904, -0.0464, 0.7393
Si, 0.0707, -0.2403, 0.6267
Si, -0.0635, 0.0591, 0.7386
Si, -0.0675, 0.0715, 0.8153
Si, -0.1742, 0.0518, 0.8008
Si, -0.0122, -0.2521, -0.2342
Si, 0.0994, 0.2414, 0.4042
Si, 0.0947, -0.0185, -0.2477
Si, 0.105, 0.0558, -0.5422
Si, -0.0863, -0.1825, 0.4063
Si, 0.2093, -0.0599, -0.2019
Si, -0.0917, -0.1878, -0.4817
Si, 0.1752, 0.0738, -0.0062
Si, -0.0562, -0.0977, 0.3914
Si, 0.1136, 0.1344, 0.0701
Si, 0.0753, 0.0561, -0.5579
Si, -0.0407, -0.1366, -0.5023
Si, -0.2276, -0.1922, -0.2336
Si, 0.0452, -0.0296, 0.5545
Si, 0.1113, -0.0698, -0.3676
Si, -0.148, 0.128, -0.3414
Si, -0.016, -0.1146, -0.6231
Si, 0.0366, -0.1224, 0.3377
Si, -0.0598, -0.1123, 0.5261
Si, -0.1233, -0.1177, 0.5927
Si, -0.0589, -0.107, 0.6341
Si, 0.046, -0.2704, -0.6966
Si, 0.0298, -0.0222, 0.4943
Si, -0.0513, 0.0081, -0.01
Si, -0.117, -0.2158, 0.4314
Si, 0.0207, 0.2016, 0.3311
Si, -0.2027, 0.0655, -0.224
O, 0.2905, 0.1159, 0.242
O, 0.0428, -0.031, -0.3306
O, -0.2151, -0.1958, 0.3868
O, 0.0157, -0.3483, -0.1292
O, 0.2141, 0.1533, -0.0902
O, -0.1873, -0.3768, 0.486
O, -0.1939, 0.1998, -0.6338
O, 0.1809, -0.0474, -0.4418
O, -0.0766, 0.0519, 0.5757
O, 0.2508, 0.118, -0.5421
O, 0.252, -0.1174, 0.0391
O, -0.2176, 0.1039, 0.3338
O, -0.1995, -0.0152, 0.375
O, 0.0996, 0.3805, 0.1409
O, -0.1586, -0.0664, 0.3322
O, 0.0517, 0.2161, 0.476
O, 0.0144, 0.158, 0.7561
O, -0.0632, 0.1515, -0.2017
O, -0.1094, -0.4628, 0.0512
O, 0.0412, 0.4873, -0.2482
O, -0.036, -0.1567, -0.0468
O, 0.1799, 0.1245, -0.1298
O, -0.0251, 0.2105, -0.7018
O, -0.0778, -0.0589, -0.3406
O, 0.06, -0.3283, -0.6638
O, -0.058, -0.2773, 0.0217
O, -0.1497, 0.1596, -0.2013
O, 0.2295, -0.0326, 0.4079
O, 0.2333, 0.1253, 0.3113
O, -0.1141, 0.005, -0.2297
O, -0.2946, -0.1211, -0.3818
O, -0.0279, -0.1467, -0.011
O, 0.0895, 0.2052, -0.5404
O, 0.1408, 0.1629, 0.1337
O, 0.115, 0.2511, -0.0686
O, -0.1258, 0.0936, 0.1087
O, -0.0042, -0.5218, 0.3909
O, -0.1216, 0.0666, -0.1228
O, -0.0713, -0.0226, 0.312
O, -0.0748, 0.3637, -0.4476
O, -0.0528, 0.0437, -0.0263
O, -0.0226, -0.0581, -0.2917
O, 0.3102, -0.0325, -0.6063
O, 0.17, 0.1155, -0.4181
O, -0.0035, -0.0629, -0.2709
O, -0.0313, -0.1801, 0.4744
O, -0.1964, -0.0913, -0.2019
O, -0.1474, 0.1612, 0.4817
O, -0.1673, 0.0435, 0.2359
O, 0.3414, 0.1008, -0.4476
O, 0.1369, -0.0549, 0.4379
O, -0.157, 0.5176, 0.5269
O, 0.2774, -0.0108, 0.1513
O, 0.172, 0.4802, 0.0813
O, -0.1172, -0.1648, 0.7995
O, 0.236, 0.0254, 0.1585
O, -0.173, 0.3705, 0.0199
O, 0.0662, -0.264, -0.3973
O, 0.0435, 0.1821, -0.905
O, 0.0959, -0.1669, -0.2849
O, 0.074, -0.2382, -0.5446
O, 0.2198, 0.0514, -0.2154
O, -0.1203, 0.3124, 0.3357
O, 0.1576, -0.1513, -0.3753
O, 0.2231, -0.2198, 0.7311
O, -0.2187, 0.1567, -0.1591
O, -0.2546, -0.1936, -0.1264
O, 0.1031, -0.3043, 0.2895
O, -0.0144, 0.1818, 0.1155
O, -0.0379, -0.295, 0.3293
O, -0.3509, -0.1555, 0.2142
O, -0.1709, 0.3023, -0.1132
